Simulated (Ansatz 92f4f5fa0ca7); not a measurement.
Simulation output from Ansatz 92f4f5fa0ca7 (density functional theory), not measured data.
Periodic cell of 221 atoms, Si132O87H1N1, from a study of silicon, its oxide and their interface. The atomic structure is a simulated model.
Doubt: the cutoff is far below the 930 eV that the study's wrapper takes by default for these files, so forces and energies are approximate.

Settings
functional: PBE
potential files: Ansatz PAW
basis: plane waves
wave-function cutoff: 580 eV
density cutoff ratio: 5
exchange-correlation grid ratio: 1
k mesh: 1 x 1 x 1, Gamma-centred
self-consistency stop: 5e-08 eV per atom in the density residual
occupations: fixed
spin: none
net charge: 0

Cell vectors (angstrom)
a  10.938  0  0
b  0  10.938  0
c  0  0  33.2869

Atoms: element, x, y, z (angstrom)
Si  -0.2054  0.196  25.7218
Si  5.9719  -0.5528  25.7405
Si  2.855  2.8  25.814
Si  8.3447  2.3184  25.8883
Si  -0.4846  6.0115  25.698
Si  5.3643  5.6938  25.7694
Si  3.0183  7.8377  25.8026
Si  8.2231  8.2243  26.1148
Si  1.4203  1.3576  27.0386
Si  6.8651  1.1426  27.2079
Si  4.2256  4.1053  27.1507
Si  9.5242  4.1276  26.9603
Si  1.3273  6.7935  27.0959
Si  6.8118  6.8032  27.2642
Si  4.1847  9.4711  27.0574
Si  9.6855  9.6219  27.2299
Si  2.7729  -0.0375  28.4266
Si  8.2642  -0.0611  28.5978
Si  0.0139  2.7647  28.4108
Si  5.5282  2.6667  28.4928
Si  2.7399  5.4322  28.4831
Si  8.2204  5.4039  28.5015
Si  0.0718  8.1897  28.5262
Si  5.4625  8.1948  28.5595
Si  4.1018  1.3673  29.8687
Si  9.5708  1.3673  29.8687
Si  1.3673  4.1018  29.8687
Si  6.8362  4.1018  29.8687
Si  4.1018  6.8362  29.8687
Si  9.5708  6.8362  29.8687
Si  1.3673  9.5708  29.8687
Si  6.8362  9.5708  29.8687
Si  0  0  31.2359
Si  5.469  0  31.2359
Si  2.7345  2.7345  31.2359
Si  8.2035  2.7345  31.2359
Si  0  5.469  31.2359
Si  5.469  5.469  31.2359
Si  2.7345  8.2035  31.2359
Si  8.2035  8.2035  31.2359
Si  1.3673  1.3673  32.6032
Si  6.8362  1.3673  32.6032
Si  4.1018  4.1018  32.6032
Si  9.5708  4.1018  32.6032
Si  1.3673  6.8362  32.6032
Si  6.8362  6.8362  32.6032
Si  4.1018  9.5708  32.6032
Si  9.5708  9.5708  32.6032
Si  2.7345  0  0.6835
Si  8.2035  0  0.6835
Si  0  2.7345  0.6835
Si  5.469  2.7345  0.6835
Si  2.7345  5.469  0.6835
Si  8.2035  5.469  0.6835
Si  0  8.2035  0.6835
Si  5.469  8.2035  0.6835
Si  4.1018  1.3673  2.0507
Si  9.5708  1.3673  2.0507
Si  1.3673  4.1018  2.0507
Si  6.8362  4.1018  2.0507
Si  4.1018  6.8362  2.0507
Si  9.5708  6.8362  2.0507
Si  1.3673  9.5708  2.0507
Si  6.8362  9.5708  2.0507
Si  0  0  3.418
Si  5.469  0  3.418
Si  2.7345  2.7345  3.418
Si  8.2035  2.7345  3.418
Si  0  5.469  3.418
Si  5.469  5.469  3.418
Si  2.7345  8.2035  3.418
Si  8.2035  8.2035  3.418
Si  1.2467  1.4992  4.751
Si  6.8117  1.3926  4.8118
Si  4.1056  4.0808  4.8164
Si  9.524  4.1389  4.8533
Si  1.3652  6.8337  4.7609
Si  6.7794  6.9008  4.8217
Si  4.1249  9.5713  4.7923
Si  9.553  9.584  4.6498
Si  2.6305  0.0408  5.9139
Si  8.2701  -0.0025  6.0204
Si  -0.0484  2.8533  6.3266
Si  5.4442  2.691  6.2826
Si  2.7232  5.5024  6.154
Si  8.0911  5.4884  6.2021
Si  -0.0871  8.2147  5.9747
Si  5.5063  8.3263  6.3159
Si  3.6593  1.5174  7.3627
Si  9.8003  1.0617  7.4391
Si  1.6137  4.0155  7.6603
Si  6.5201  4.3686  7.6181
Si  4.2949  6.6582  7.4741
Si  9.3321  7.1095  7.3551
Si  1.079  9.8127  7.1804
Si  7.2632  9.4851  7.5567
O  1.8651  3.8943  25.0868
O  7.1504  9.2647  25.316
O  2.727  2.8129  7.7861
O  8.3133  8.2598  8.0231
O  5.3795  5.5121  7.9543
O  0.0512  -0.016  7.8403
O  4.1612  6.7365  25.2731
O  9.5426  1.2937  25.317
O  1.8216  9.0425  8.3933
N  1.3552  4.5821  9.3295
O  9.0102  1.3329  8.8678
O  6.9723  10.4876  8.8751
O  3.6879  0.6606  8.7954
O  3.599  7.1553  8.8797
O  7.0525  3.8888  9.1229
O  10.2697  6.306  8.4486
O  3.8415  2.1193  24.6746
O  5.4231  0.0159  24.2842
O  7.2257  2.7057  24.7082
O  11.1187  5.7006  24.2112
O  9.2815  7.1564  25.3426
O  2.3021  8.4595  24.4521
O  6.2162  5.1564  24.4373
O  0.382  10.3611  24.362
Si  2.4231  8.075  9.5227
Si  11.0805  6.7608  14.3773
Si  0.0152  -5.1429  17.1793
Si  4.1681  0.8695  23.6787
Si  7.4403  -2.0161  20.2985
Si  8.2959  0.8133  21.1988
Si  1.7216  9.7394  23.629
Si  10.5294  9.5002  14.3767
Si  3.95  9.7994  11.7264
Si  4.941  16.1357  12.014
Si  6.9532  1.7976  16.7503
Si  4.6389  7.467  20.2025
Si  13.2808  8.5556  14.0836
Si  3.7502  1.4951  10.2055
Si  7.9345  11.4746  9.8132
Si  1.735  8.3678  20.7559
Si  2.5447  -5.4114  21.2242
Si  2.1885  3.9883  10.7821
Si  8.2833  4.3879  17.4935
Si  6.9573  3.9276  23.6475
Si  12.6374  3.6323  18.7963
Si  6.3533  3.0875  10.378
Si  4.5504  2.966  18.3645
Si  7.965  -0.2616  14.975
Si  10.5508  4.6335  12.2481
Si  -1.3621  3.1374  22.524
Si  6.2547  7.8936  12.2642
Si  8.5893  9.6197  12.2432
Si  5.566  2.3256  21.3478
Si  12.0276  4.4187  23.7672
Si  9.8853  2.6913  19.6473
Si  11.2174  5.9174  9.7048
Si  -5.3207  5.8712  17.6323
Si  -0.8531  -2.6013  19.0166
Si  8.0201  10.1085  17.6903
Si  4.8236  6.7871  14.6335
O  7.6492  10.2787  13.4355
O  7.0067  9.5503  18.8428
O  7.8494  8.1665  11.97
O  -1.5779  1.1721  19.9914
O  4.586  5.4801  13.6165
O  7.5309  9.6363  16.1879
O  -1.4111  -1.3959  18.0351
O  4.8918  13.5419  9.8839
O  5.4635  9.2154  11.7243
O  1.222  7.1764  10.1602
O  7.0989  1.1134  15.2553
O  8.4812  4.2326  23.0949
O  5.6583  6.5809  11.4757
O  1.5  6.7691  21.0269
O  -2.1288  8.0058  20.0438
O  10.1459  9.5741  12.7664
O  15.7557  4.4876  17.8791
O  6.058  8.1366  20.8093
O  2.8317  -0.0254  23.5825
O  3.1969  9.5557  13.1421
O  6.0131  3.5263  22.372
O  9.9584  3.5777  21.0112
O  2.2713  4.3386  20.1498
O  -5.904  6.9933  18.6763
O  0.5458  -2.0995  19.724
O  8.6517  10.5074  10.8963
O  11.6861  6.27  15.8091
O  12.1048  4.1608  12.0519
O  9.6359  10.6834  15.0981
O  10.3618  5.5472  13.5894
O  0.4489  2.5988  19.0233
O  4.0503  11.3922  11.4141
O  1.3764  7.3676  13.4568
O  12.1399  9.5777  14.7562
O  7.223  5.5806  17.8859
O  3.4786  -3.2334  14.9255
O  12.0707  4.8382  17.8645
O  10.9929  3.2177  23.3332
O  5.9653  18.6269  13.87
O  2.2253  4.8438  22.6746
O  6.865  1.4947  20.8621
O  5.3797  -4.6093  16.0884
O  1.4544  -1.6838  22.0991
O  -2.1349  3.5259  18.7678
O  9.5863  5.0031  16.7445
O  9.5803  3.3306  12.3692
O  4.5219  1.3793  22.1722
O  3.3232  -2.4319  20.2253
O  2.9322  2.749  18.1614
O  3.5646  4.8176  11.199
O  6.0752  4.0109  11.7221
O  10.0342  7.9732  14.7681
O  -6.0449  2.8466  19.9625
O  7.8963  11.7561  17.6838
O  7.9765  -0.7978  21.3048
O  4.0804  6.1514  21.0656
O  8.9491  1.5961  22.5061
O  2.4475  2.3816  10.6234
O  18.4753  3.305  16.529
O  3.039  9.0225  10.6572
O  10.206  5.5406  10.9282
O  7.1757  1.7068  10.6751
O  10.4934  -3.9327  18.1681
O  5.4518  1.9363  17.4323
H  8.8355  3.3851  12.986

Results
free energy: -133793.648 eV
free energy less fixed offsets of H -15.97, N -385.13, O -568.88, Si -635.61 eV per atom: 0.532 eV

Forces (eV/angstrom), in the order of the atoms: element, x, y, z
Si  0.0238  -0.014  0.044
Si  -0.0104  0.0052  0.0072
Si  -0.0002  -0.0111  0.0439
Si  -0.0027  0.0063  0.0168
Si  -0.0091  -0.0094  0.0117
Si  0.0197  -0.016  0.0454
Si  -0.0068  0.0098  0.0074
Si  -0.0084  0.0079  0.0508
Si  -0.009  0.001  -0.0131
Si  -0.0046  0.004  0.0023
Si  -0.0001  0.005  -0.0138
Si  0.0016  0.0061  0.0051
Si  0.0044  0.0041  0.0065
Si  0.0046  0.0009  -0.0161
Si  -0.0039  0.0056  0.0077
Si  -0.0043  0.0014  -0.0118
Si  0.0014  0.0006  0.0058
Si  0.0053  -0.0046  0.0133
Si  0.0013  0.003  -0.0065
Si  -0.0015  0.0004  0.0091
Si  -0.0041  -0.0019  -0.0024
Si  0.0018  -0.0014  0.0095
Si  0.0016  -0.0008  0.0111
Si  0.0038  -0.0026  0.0142
Si  -0.0679  -0.1647  -0.289
Si  0.3034  0.4702  -0.0115
Si  -0.023  -0.1637  -0.1612
Si  0.1593  -0.4196  0.1044
Si  -0.388  -0.1082  0.1514
Si  0.0808  -0.1217  -0.1981
Si  0.4751  0.1138  0.0256
Si  0.043  -0.249  0.5648
Si  0.1252  0.1535  -0.0481
Si  -0.001  0.0108  0.0088
Si  -0.0981  -0.0481  -0.0519
Si  0.0167  0.0819  0.0345
Si  -0.0321  0.0402  -0.0129
Si  -0.0947  -0.0407  -0.0523
Si  -0.0038  0.0394  0.0307
Si  -0.137  -0.0351  0.0142
Si  0.0081  -0.049  0.0111
Si  0.034  -0.0433  -0.0242
Si  0.015  -0.006  -0.0228
Si  -0.0013  -0.0349  -0.0145
Si  0.0484  0.022  -0.0289
Si  0.0879  -0.0176  -0.0025
Si  0.0012  -0.0551  -0.0257
Si  0.0049  -0.0128  -0.0326
Si  0.023  -0.0175  -0.0128
Si  -0.0613  0.0533  0.0083
Si  -0.0199  0.0371  0.0255
Si  -0.0279  0.0194  0.044
Si  -0.0757  0.0577  0.003
Si  0.0145  -0.0173  -0.0027
Si  -0.0187  -0.0175  0.043
Si  -0.0339  0.0646  0.0186
Si  -0.078  -0.0816  0.0431
Si  0.042  -0.1076  -0.0534
Si  0.0924  -0.0239  -0.0176
Si  0.0974  0.0646  0.0518
Si  -0.0368  -0.0788  -0.0126
Si  -0.1047  -0.0357  0.0162
Si  0.1441  0.1537  0.027
Si  0.0478  -0.0858  -0.0301
Si  -0.0004  0.5338  -0.6159
Si  0.083  0.0849  0.0509
Si  -0.0792  0.2681  -0.1021
Si  -0.0128  0.0986  0.3075
Si  -0.1769  -0.1659  0.142
Si  -0.1525  0.1271  0.2557
Si  0.2268  -0.0554  0.0129
Si  -0.4522  -0.2748  -0.4611
Si  -0.0029  0.0048  -0.0083
Si  0.0015  0.0012  -0.014
Si  -0.0011  -0.0093  0.0058
Si  0.0024  0.0058  -0.0103
Si  -0.0003  0.001  -0.0011
Si  -0.003  0.0028  0.0012
Si  -0.002  -0.0041  -0.0103
Si  0.003  -0.0061  -0.007
Si  0.002  -0.0067  0.0057
Si  -0.008  0.0044  0.005
Si  0.01  0.0126  0.0166
Si  -0.0002  0.0056  0.0056
Si  -0.0004  0.0027  0.0003
Si  0.005  -0.0022  0.0001
Si  0.0026  -0.0016  0.0104
Si  0.0033  0.0059  0.0062
Si  0.0037  0.0007  -0.0025
Si  -0.0037  0.0174  0.0083
Si  -0.0029  -0.0239  -0.017
Si  0.0019  -0.013  -0.0008
Si  -0.005  0.0114  -0.0052
Si  0.0128  -0.0162  -0.0152
Si  0.0388  -0.0374  0.0221
Si  -0.0253  -0.0048  -0.0128
O  -0.0021  0.0047  -0.0065
O  0.0035  -0.0042  -0.0112
O  -0.0034  0.0064  0.0059
O  0.0039  0.0001  0.0143
O  -0.0007  0.0039  0.0071
O  -0.0055  -0.0022  0.0086
O  -0.0154  0.0107  -0.0173
O  -0.015  0.0174  -0.0206
O  0.023  -0.0169  0.0553
N  -0.0059  0.0072  -0.0202
O  -0.0032  -0.004  -0.0064
O  0.003  0.0052  0.0021
O  0.0032  0.0038  0.0049
O  -0.0169  0.0198  0.015
O  -0.0038  -0.0007  0.0013
O  0.0009  -0.0004  0.0128
O  0.0041  0.0036  -0.0062
O  0.0031  -0.0018  -0.0029
O  0.0022  -0.0005  -0.0033
O  0.0018  -0.0004  0.001
O  0.0236  -0.0237  -0.0187
O  0.0022  -0.0045  0.0018
O  0.0021  -0.0012  -0.0062
O  0.0002  -0.0035  -0.0079
Si  -0.0061  0.0669  -0.0245
Si  0.0026  0.0015  0.0071
Si  -0.0046  -0.0029  -0.0008
Si  -0.0094  -0.0011  0.0019
Si  0.0043  0  -0.0084
Si  0.0062  -0.001  -0.0037
Si  0.0011  0.0048  -0.0017
Si  -0.0005  0.0031  0.0107
Si  -0.0266  0.0054  -0.0269
Si  0.0017  -0.003  0.0008
Si  -0.0017  0.0043  0.0024
Si  0.0003  0.0002  -0.0058
Si  -0.0007  -0.0024  0.0072
Si  -0.0031  -0.0043  -0.0218
Si  -0.0042  0.0058  -0.0048
Si  -0.0012  0.0089  0.0023
Si  -0.0004  -0.0053  0.0066
Si  0.0052  -0.0022  0.009
Si  -0.0002  0.0026  -0.0075
Si  -0.005  -0.0028  0.0036
Si  0.0037  0.0019  -0.0085
Si  0.0071  0.0002  -0.0108
Si  -0.0025  -0.0023  -0.0076
Si  0.0006  0.0033  0.0098
Si  0.0038  0.0053  0.0059
Si  0.0014  0.0009  0.0088
Si  -0.0055  -0.002  0.0005
Si  0.0007  0.0074  -0.0023
Si  -0.0077  0.0013  0.0055
Si  -0.002  0.0039  -0.0033
Si  -0.0039  -0.0003  -0.0084
Si  0.0033  0.0156  0.0005
Si  0.004  -0.0021  -0.0003
Si  -0.0022  -0.0009  -0.0068
Si  0.0029  0.0044  -0.0005
Si  0  0.0007  0.0064
O  0.0004  -0.0027  -0.0032
O  -0.0025  -0.0013  0.0044
O  0.0004  -0.0022  0.0019
O  -0.0009  -0.0004  0.0045
O  0.0017  -0.0012  -0.0026
O  -0.001  -0.0025  0.0028
O  0.0014  -0.0008  0.0039
O  0.0046  0.0023  0.0035
O  0.0043  0.0001  0.0047
O  0.0049  0.0087  -0.0167
O  0.0004  -0.0009  -0.0023
O  0.002  -0.0027  -0.0014
O  0.0055  0.0008  0.0044
O  0.0007  -0.0018  0.0026
O  -0.0027  -0.0008  0.008
O  0.0021  -0.0001  -0.0016
O  0.001  0.0031  0.0042
O  -0.0023  -0.0005  0.0064
O  0.0032  -0.0003  0.006
O  0.0062  0.0064  -0.0104
O  0.0004  -0.0031  -0.0034
O  0.0018  0.0027  0.003
O  0  0.0027  0.0043
O  -0.0012  0.0033  0.0069
O  0.0037  -0.0014  0.0056
O  0.002  -0.0048  0.012
O  -0.0015  0.0031  -0.0044
O  -0.0044  0.0024  0.0024
O  0.0003  -0.0003  -0.0011
O  0.0003  -0.0035  -0.0027
O  -0.0022  -0.0013  0.0063
O  -0.0009  -0.0227  0.0111
O  -0.0041  -0.0032  -0.0007
O  0.0011  -0.0003  0
O  -0.0021  0.0016  0.0024
O  -0.0025  0.0014  -0.0006
O  0.0031  -0.0025  0.006
O  0.0014  0.0005  0.0035
O  0.0018  -0.0004  -0.0022
O  0.0012  0.0029  0.0002
O  0.0004  0  0.0053
O  -0.0031  0.0007  -0.0025
O  0.0011  -0.0044  -0.0047
O  0.0022  -0.0026  0.0076
O  0.0015  0.0009  0.0055
O  0.0022  0.0008  0.0003
O  0.0064  0.0083  -0.0151
O  -0.0019  -0.0006  0.0031
O  0  0.0023  0.0073
O  0.0016  0.0007  0.0058
O  -0.0048  0.0079  0.0102
O  -0.0004  -0.0001  -0.0008
O  -0.0002  0.0006  0.0069
O  0.0017  -0.0006  0.0039
O  -0.0003  0.0009  0.0059
O  -0.0006  0.0011  0.0026
O  -0.0032  -0.0018  0.0037
O  -0.0046  0.0059  0.0062
O  0.0001  0.0008  0.0049
O  -0.0181  -0.0562  -0.0309
O  0.0021  0.0013  -0.0027
O  -0.0004  0.003  0.0037
O  0.0009  0.0035  0.0043
O  -0.0024  0.0017  0.0066
H  -0.0007  -0.0001  0.0007

The program warned: the cutoff lies below the one the program advises for these potential files; the forces do not sum to zero within the program's tolerance; the exchange-correlation potential is rough where the density is thin.
